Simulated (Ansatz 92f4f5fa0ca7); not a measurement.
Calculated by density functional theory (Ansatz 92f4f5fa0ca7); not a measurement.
Periodic cell of 122 atoms, Si78O44, from a study of silicon, its oxide and their interface. The atomic structure is a simulated model.

Settings
functional: r2SCAN
potential files: Ansatz norm-conserving
basis: plane waves
wave-function cutoff: 1300 eV
density cutoff ratio: 4
exchange-correlation grid ratio: 1
k mesh: 2 x 2 x 1, shifted by 0.5 0.5 0.5 of a step
self-consistency stop: 5e-08 eV per atom in the density residual
occupations: Fermi-Dirac, 0.05 eV
spin: none
net charge: 0

Cell vectors (angstrom)
a	10.9364	-0.1063	0.0739
b	-0.1063	11.0141	0.0364
c	0.1219	0.0601	18.0388

Atoms and the computed forces on them: element, x, y, z (angstrom), force x, y, z (eV/angstrom)
Si	0.3898	-0.0285	-0.2121	-2.1582	1.8461	0.0268
Si	2.8563	2.8008	-0.0573	2.9992	-2.1132	0.8032
Si	-0.0611	5.7162	0.0916	-0.3391	-2.6507	-0.9695
Si	2.2248	8.5906	0.0568	-1.364	0.6417	4.4543
Si	5.1948	0.4577	-0.235	-4.4546	0.6555	5.6123
Si	7.9045	2.8354	0.1209	1.8152	-0.6455	-0.8626
Si	5.8689	5.1406	-0.0905	-1.0075	-2.9221	-0.7541
Si	7.9981	8.2984	-0.45	-0.0245	2.7943	3.2586
Si	1.3975	1.3693	1.3595	1.4812	-0.0915	-1.3589
Si	4.3166	4.2025	1.4592	-1.4671	-0.2555	-1.81
Si	1.2122	6.8613	1.551	1.4497	1.4377	-0.7088
Si	3.9823	9.6891	1.3918	0.1581	-0.2538	-2.0571
Si	6.7338	1.2875	1.3964	0.1591	0.1025	0.1624
Si	9.5424	3.8974	1.6034	-0.3779	1.9749	-1.5648
Si	6.9285	6.907	1.084	0.8171	-0.962	-0.5881
Si	9.3732	9.7189	1.1179	-0.6174	-0.8756	0.2392
Si	0.1913	2.6839	2.6794	-1.7027	-0.0926	1.3751
Si	2.8478	-0.0156	2.7648	0.7535	1.728	0.2048
Si	-0.1646	8.4132	2.54	-0.6073	1.0124	1.5032
Si	3.0306	5.6132	2.701	-2.0835	-0.5962	-0.6211
Si	5.4862	2.8269	2.8102	1.118	-0.709	0.118
Si	7.8944	-0.2841	2.7556	2.2276	1.2316	-0.4802
Si	5.6836	8.3489	2.4002	-1.5006	0.5498	1.2085
Si	8.1518	5.6797	2.7148	0.8655	-1.3713	1.0406
Si	1.5882	4.1424	3.9332	1.485	-2.0357	-0.7797
Si	4.5523	1.1736	4.1516	-2.9353	0.8562	-1.4414
Si	0.9942	10.1569	3.9963	0.4082	-3.2665	-0.9978
Si	4.1617	7.1876	3.7812	0.1512	0.3614	1.239
Si	6.7271	4.2183	4.2303	0.618	0.76	-2.6534
Si	9.5822	1.0522	4.2559	-2.1197	2.4373	-2.9065
Si	6.5779	9.6293	4.3769	1.5875	-1.8169	-0.265
Si	9.6158	6.89	4.372	0.464	-0.3958	-2.4641
Si	-0.2338	-0.0548	5.5649	1.929	-0.1235	2.3576
Si	3.0318	2.5445	5.333	-0.5458	0.837	0.9819
Si	0.0851	5.1714	5.1448	-2.7921	0.3233	0.3186
Si	2.3366	8.3735	4.9884	1.5191	0.0479	0.2598
Si	5.4143	-0.0399	5.7808	1.2092	-0.2923	0.1264
Si	8.0356	2.7192	5.2477	0.7087	-1.4651	-0.0208
Si	5.4892	5.7244	5.3379	-0.6317	0.4017	-0.0193
Si	8.3264	8.0824	5.8065	-2.1961	1.2012	-0.0254
Si	1.4741	1.1787	6.9333	-1.1701	0.0947	-1.3243
Si	4.6134	4.0192	6.6276	-3.0729	-0.2426	0.8701
Si	1.4939	6.4775	6.1577	1.4176	1.9043	1.625
Si	3.8718	9.3917	6.6109	-1.2143	-0.6746	1.7464
Si	6.8696	1.5463	6.8837	-0.1254	-1.3412	0.8526
Si	9.4523	3.8194	6.5562	0.8333	0.4257	1.4572
Si	6.7375	6.7274	6.9432	1.4902	0.2465	1.1514
Si	9.5996	9.4381	7.2375	0.3404	-0.4481	-0.7203
Si	-0.3435	2.4069	7.9101	1.3247	1.3731	0.3577
Si	2.5422	-0.3791	8.2747	2.1473	1.3238	-0.7196
Si	0.2506	7.698	7.6391	-1.3482	0.6977	1.8024
Si	2.9085	5.4288	7.8642	0.6551	-1.3767	-0.6765
Si	5.3216	2.5978	8.4023	0.946	0.1942	-0.1699
Si	8.3427	0.1099	8.2711	-1.4359	-0.2202	1.4503
Si	5.3082	8.1451	8.2836	-0.9191	-0.7132	-2.1529
Si	8.2252	5.0564	8.2557	-1.8314	1.7141	-0.3983
Si	1.2678	4.0232	8.7304	-2.6429	-0.7782	4.3214
Si	4.1251	0.8875	9.6079	1.1614	-2.3823	-1.5533
Si	1.4882	8.8758	9.2492	-1.9895	-2.3522	0.7047
Si	3.8086	6.741	9.6192	3.4312	-0.1196	0.9498
Si	6.7295	3.8733	9.853	1.72	-1.1387	-1.6835
Si	9.1264	1.8182	9.872	1.1053	0.6785	2.6443
Si	6.4127	9.7999	9.3773	-1.498	1.6001	-0.5775
Si	9.8714	6.2042	9.453	2.6165	-2.7476	-2.8475
Si	2.4108	2.3983	11.4901	-0.5285	0.6114	-0.6753
Si	1.4227	4.4847	13.2491	-2.2774	-4.2764	-2.5185
Si	5.6346	-2.4125	14.1594	-3.0951	2.9429	-0.7469
Si	5.8825	5.7318	11.9939	0.991	-3.0583	1.2622
Si	2.1359	4.7138	15.9978	5.1158	-4.7543	-3.6738
Si	-1.3723	12.4677	15.8767	0.6761	-1.3315	-4.2838
Si	7.1653	8.117	11.7996	2.3781	1.9761	-1.2016
Si	-3.9821	10.7288	16.0421	2.0444	-4.0349	-2.3036
Si	-4.7491	6.0638	15.104	3.0257	-1.4579	-3.1865
Si	-0.3099	13.0439	12.7969	-1.9807	1.1323	-1.7938
Si	2.8097	7.5605	15.3383	5.6323	1.7023	1.4436
Si	-0.9368	8.5448	11.3834	2.9452	1.0819	0.7779
Si	-1.7003	6.7326	15.5904	-4.1493	0.5584	0.5424
Si	11.4291	6.9989	13.722	-3.2269	2.2903	-0.0395
O	0.0307	1.0308	-1.5685	1.5549	-2.9009	2.2148
O	-1.9859	2.5057	-1.3189	-2.9266	2.6304	2.6378
O	3.2704	3.4746	-1.516	-3.7519	1.4868	-0.3596
O	1.2548	5.0939	-0.8596	-4.4491	1.8029	5.6491
O	-1.014	6.2443	-1.1723	1.1009	-1.3593	1.8232
O	0.8963	9.5185	-0.3825	1.3253	-0.3421	-0.6499
O	2.9942	8.3317	-1.243	1.0039	-2.7438	-5.0063
O	5.8082	0.6145	-1.6594	0.6857	0.6553	-1.933
O	1.2628	6.0286	-5.1464	0.7427	-3.924	-0.2846
O	6.5279	3.5536	-0.4468	1.4312	1.7888	0.9375
O	5.3272	5.2307	-1.6897	-0.4816	-0.2089	3.0332
O	6.7465	9.3376	-0.7564	0.1416	1.675	-0.6906
O	-0.0571	5.0243	9.8287	1.0173	0.7162	-1.7365
O	1.7804	2.9776	10.0735	0.4531	0.0276	-1.1039
O	5.252	-0.3023	10.0543	1.3229	0.2546	-1.2027
O	3.6514	1.2585	11.0724	-2.8158	3.2944	2.591
O	2.5317	7.633	9.7545	-2.2869	2.5587	1.4053
O	-1.3364	12.7015	11.4581	0.9752	-0.7493	-0.2658
O	4.6945	6.4058	11.2421	-2.8985	1.9665	-2.8712
O	6.0066	8.879	12.6254	-0.6409	-2.5455	1.5138
O	5.8239	4.2081	11.1493	1.2322	1.9912	1.6407
O	8.2042	3.1699	10.2769	-0.7789	-1.5161	-0.6254
O	12.2822	1.5355	12.5986	1.7778	-1.8774	-1.2333
O	6.7382	8.5078	10.2968	1.1645	-0.1219	0.6954
O	8.9131	8.2055	16.2352	0.4085	-2.4346	-2.9281
O	11.123	9.0606	10.3383	-0.4284	0.499	1.3069
O	-0.971	12.9361	14.2536	-1.1334	-2.1284	2.3163
O	-1.4747	7.3209	10.5073	-0.296	0.129	1.393
O	9.9378	6.4887	14.2954	3.8929	0.3701	-2.0136
O	7.8386	5.7549	15.1499	0.4349	1.1195	2.1678
O	5.7546	-5.3659	13.638	0.0658	-1.1509	-2.9633
O	7.3131	17.4794	11.7777	-3.1375	0.7707	1.5418
O	1.1701	3.9111	14.8768	2.7486	3.2287	-1.2348
O	-4.463	9.8819	14.7079	-0.3827	1.9712	0.9575
O	0.0409	3.5872	12.6738	1.8028	4.9851	0.2106
O	1.473	7.76	14.6799	-4.3644	0.9842	0.9266
O	-5.0067	7.5833	15.1165	0.1816	1.3541	1.436
O	2.6669	3.9136	12.2147	-0.5845	-0.8427	2.075
O	-2.4362	20.219	12.0382	-0.2337	-2.1544	-0.8346
O	-2.4098	11.1732	15.8129	-1.1431	0.7507	0.3334
O	3.7114	8.4604	14.2658	4.1114	-0.3395	0.2394
O	3.0519	5.9452	15.482	-0.194	0.9616	-0.7293
O	0.1312	8.2974	12.6783	-2.1333	0.7948	-2.5216
O	3.6975	12.303	17.9064	0.9964	1.2053	-0.517

Results
free energy: -29588.005 eV
free energy less fixed offsets of O -463.61, Si -117.95 eV per atom: 10.935 eV
pressure: -2.25 GPa
stress xx, yy, zz, yz, xz, xy (GPa, positive in tension): 3.29, 1.22, 2.23, -1.7, 0.43, 0.7
